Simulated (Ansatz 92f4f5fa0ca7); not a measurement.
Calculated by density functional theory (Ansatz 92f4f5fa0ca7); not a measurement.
Periodic cell of 223 atoms, Si132O90B1, from a study of silicon, its oxide and their interface. The atomic structure is a simulated model.
Doubt: the cutoff is far below the 930 eV that the study's wrapper takes by default for these files, so forces and energies are approximate.
This geometry differs little from another in the collection (a relaxation step or a small displacement).

Settings: functional PBE; potential files Ansatz PAW; basis plane waves; wave-function cutoff 580 eV; density cutoff ratio 5; exchange-correlation grid ratio 1; k mesh 1 x 1 x 1, Gamma-centred; self-consistency stop 5e-08 eV per atom in the density residual; occupations fixed; spin none; net charge -1 e, with a uniform compensating background and no finite-size correction.

Cell vectors (angstrom)
a, 10.938, 0, 0
b, 0, 10.938, 0
c, 0, 0, 32.1988

Atoms: element, x, y, z (angstrom)
Si, 10.5795, 0.2234, 24.8826
Si, 5.7357, 10.6787, 24.7558
Si, 2.478, 2.9143, 24.6561
Si, 8.4209, 2.4659, 24.8428
Si, 0.2741, 5.165, 24.7703
Si, 5.1478, 5.7504, 24.7058
Si, 2.9285, 8.0079, 24.6121
Si, 7.9365, 8.4366, 24.7532
Si, 1.3262, 1.3791, 26.0505
Si, 6.8389, 1.3114, 26.137
Si, 4.0398, 4.1061, 26.0084
Si, 9.6038, 4.0612, 26.1005
Si, 1.3928, 6.8276, 26.0178
Si, 6.7634, 6.8527, 26.0427
Si, 4.0982, 9.5356, 26.012
Si, 9.4601, 9.57, 26.1732
Si, 2.7235, -0.0095, 27.3658
Si, 8.1505, -0.0168, 27.5848
Si, 0.0053, 2.715, 27.5047
Si, 5.4356, 2.744, 27.3897
Si, 2.7219, 5.4678, 27.4536
Si, 8.1817, 5.4719, 27.3748
Si, -0.0093, 8.18, 27.4008
Si, 5.4357, 8.201, 27.467
Si, 4.0737, 1.363, 28.7676
Si, 9.5729, 1.3593, 28.8745
Si, 1.3581, 4.1061, 28.8382
Si, 6.8265, 4.1038, 28.7648
Si, 4.095, 6.8216, 28.8291
Si, 9.5501, 6.8203, 28.7774
Si, 1.3659, 9.5643, 28.7647
Si, 6.7741, 9.5456, 28.89
Si, 0.015, -0.0247, 30.1892
Si, 5.4137, 0.0108, 30.1997
Si, 2.7301, 2.7244, 30.1774
Si, 8.1888, 2.7563, 30.1785
Si, -0.0288, 5.462, 30.1785
Si, 5.4806, 5.4602, 30.1763
Si, 2.7255, 8.21, 30.166
Si, 8.2004, 8.1799, 30.1894
Si, 1.3697, 1.3563, 31.562
Si, 6.8232, 1.3761, 31.527
Si, 4.1102, 4.0903, 31.5372
Si, 9.5549, 4.1044, 31.5757
Si, 1.3528, 6.8411, 31.5146
Si, 6.8423, 6.8188, 31.5698
Si, 4.0682, 9.5721, 31.5809
Si, 9.5756, 9.5522, 31.5506
Si, 2.7077, -0.0044, 0.7706
Si, 8.1932, 0.0077, 0.6907
Si, -0.0124, 2.7126, 0.7382
Si, 5.4776, 2.7339, 0.7155
Si, 2.7355, 5.4844, 0.6785
Si, 8.2133, 5.4794, 0.7681
Si, 0.0141, 8.1852, 0.7144
Si, 5.4848, 8.2148, 0.7356
Si, 4.1247, 1.3691, 2.0911
Si, 9.5692, 1.3088, 2.1074
Si, 1.3759, 4.1237, 2.0503
Si, 6.8403, 4.0845, 2.102
Si, 4.1028, 6.832, 2.076
Si, 9.5722, 6.8859, 2.1197
Si, 1.322, 9.5583, 2.1255
Si, 6.8731, 9.5847, 2.1025
Si, -0.1735, -0.1846, 3.5336
Si, 5.4985, 0.0157, 3.4795
Si, 2.7474, 2.7609, 3.4013
Si, 8.1833, 2.6783, 3.4622
Si, 0.0253, 5.4884, 3.4368
Si, 5.4894, 5.4837, 3.4451
Si, 2.7511, 8.2048, 3.4594
Si, 8.3549, 8.3812, 3.5178
Si, 1.3435, 1.3048, 4.6207
Si, 6.8795, 1.3072, 4.9256
Si, 4.1302, 4.1016, 4.8411
Si, 9.5799, 4.0796, 4.7477
Si, 1.3542, 6.8844, 4.8353
Si, 6.9029, 6.932, 4.7066
Si, 4.1347, 9.578, 4.8413
B, 9.521, 9.5668, 4.7212
Si, 2.7412, 0.0869, 6.0876
Si, 8.3661, -0.2037, 6.0613
Si, 0.0341, 2.6607, 6.0044
Si, 5.4958, 2.7198, 6.3077
Si, 2.7766, 5.5291, 6.2218
Si, 8.214, 5.4949, 6.0453
Si, -0.1711, 8.3785, 5.9089
Si, 5.5708, 8.243, 6.1875
Si, 3.8233, 1.5808, 7.5992
Si, 9.8177, 1.1082, 7.3619
Si, 1.6029, 3.7925, 7.2984
Si, 6.6659, 4.4461, 7.4677
Si, 4.4464, 6.6859, 7.5098
Si, 9.4198, 7.0381, 7.3304
Si, 1.0535, 9.891, 7.2221
Si, 7.2154, 9.2579, 7.6049
O, 8.2645, 8.0359, 7.9303
O, 2.7168, 2.7589, 7.9496
O, 9.514, 1.3488, 24.2812
O, 4.0442, 6.8643, 24.1303
O, 0.0345, 0.0575, 7.9428
O, 5.5308, 5.5328, 8.0213
O, 6.8493, 9.5704, 24.2074
O, 1.3674, 4.0571, 24.1753
O, 3.973, 7.5568, 8.8645
O, 0.6865, 4.2757, 8.5745
O, 10.0138, 6.3834, 8.7379
O, 1.8399, 9.1625, 8.4566
O, 7.5339, 3.9714, 8.8007
O, 4.2118, 0.9166, 9.0835
O, 6.7833, 9.6313, 9.172
O, 9.1116, 1.8001, 8.6912
O, 7.7123, 3.1505, 23.5253
O, 10.5012, 5.8386, 23.4514
O, 5.0935, 0.43, 23.4061
O, 5.857, 5.0905, 23.3696
O, 3.1056, 2.2069, 23.2838
O, 2.2875, 8.7226, 23.2383
O, 8.6177, 7.751, 23.41
O, 0.2164, 10.3398, 23.5944
Si, 4.3925, 1.5698, 22.483
Si, 3.4982, 7.9301, 14.0023
Si, 7.1199, 0.9709, 14.6373
Si, 0.9339, 9.356, 22.5377
Si, 1.1547, 4.3031, 11.8712
Si, 6.2635, 8.97, 15.2958
Si, 0.6887, 1.3538, 12.2994
Si, 8.6205, 4.9563, 20.5178
Si, 0.3758, 5.6543, 9.3558
Si, 5.0962, 3.1173, 17.9252
Si, 0.8696, 3.7324, 16.7227
Si, 10.3937, 2.8441, 19.2171
Si, 5.2464, 1.1943, 10.3328
Si, 0.8817, 0.1738, 19.852
Si, 6.6666, 9.4815, 10.799
Si, 9.3423, 9.6786, 18.3064
Si, 9.411, 9.2486, 12.5353
Si, 6.5712, 3.8459, 22.6018
Si, 2.4849, 8.0121, 9.3675
Si, 10.596, 7.3657, 17.0627
Si, 2.5124, 6.2867, 16.5484
Si, 10.1642, 4.483, 14.1645
Si, 6.1375, 9.1879, 18.497
Si, 7.9476, 2.5711, 9.5159
Si, 8.8878, 2.1312, 12.4044
Si, 5.3412, 6.2445, 18.0472
Si, 3.9245, 0.5612, 19.4728
Si, 4.2482, 3.8574, 12.0276
Si, 5.5594, 6.6186, 12.0821
Si, 8.0079, 2.4994, 17.2063
Si, 4.3527, 2.4917, 14.9395
Si, 1.5454, 1.2005, 15.2525
Si, 1.5948, 9.413, 12.0072
Si, 8.0587, 6.8556, 13.8335
Si, 10.3869, 9.8312, 15.4654
Si, 9.8052, 7.0107, 22.571
Si, 8.1147, 5.4871, 17.4129
O, 6.0659, 7.9724, 11.2332
O, 6.0246, 9.2035, 16.8797
O, 7.6946, 1.3583, 13.1712
O, 0.875, 1.7321, 13.8766
O, 9.4446, 6.2396, 16.8827
O, 6.7827, 6.2137, 13.0761
O, 5.1394, 4.6576, 18.5884
O, 9.2198, 2.1486, 18.2663
O, 2.3675, 0.0978, 19.0904
O, 9.4152, 10.2305, 16.7458
O, 2.7622, 4.473, 11.6984
O, 5.0669, 10.3267, 19.0933
O, 9.4179, 3.2503, 13.4374
O, 0.4482, 1.7639, 19.9505
O, 3.1589, 1.3571, 15.0447
O, 8.1601, 5.3918, 19.0287
O, 3.8951, 6.5832, 17.3655
O, 4.5632, 3.278, 16.3731
O, 9.0522, 5.6627, 14.3089
O, 5.4537, 2.7582, 22.1429
O, 10.6486, 4.1055, 15.6625
O, 0.3296, 3.8601, 18.2605
O, 10.4277, 10.5128, 19.2047
O, 9.6593, 10.0237, 14.0055
O, 10.8989, 8.1219, 22.0988
O, 1.2055, 2.1515, 16.5275
O, 9.7257, 3.7527, 20.401
O, 8.1262, 4.0341, 16.6904
O, -0.0192, 9.1031, 11.875
O, 6.5758, 2.4022, 17.987
O, 5.6009, 10.7303, 11.1701
O, 7.7513, 9.5915, 18.8249
O, 10.0442, 1.0068, 12.0489
O, 1.6462, 6.6409, 9.2603
O, 0.6233, 4.7695, 13.3524
O, 5.696, 7.6265, 18.9631
O, 5.2222, 5.094, 11.4965
O, 2.7283, 6.973, 15.0876
O, 0.9448, 2.7251, 11.4824
O, 0.874, 10.6695, 15.5513
O, 2.4601, 8.6372, 10.873
O, 4.6562, 2.4331, 11.28
O, 4.2221, 3.5331, 13.6678
O, 2.1776, 4.6824, 16.4588
O, 10.6975, 8.241, 15.6804
O, 6.9206, 10.3049, 14.6609
O, 2.3401, 8.9374, 13.4028
O, 8.0324, 1.5308, 15.8877
O, 4.1579, 7.0179, 12.8283
O, 4.1733, 2.0128, 18.7207
O, 7.289, 4.4168, 21.2678
O, 8.4312, 2.8796, 11.0438
O, 1.1912, 6.8744, 17.3382
O, 5.6627, 1.6104, 14.7222
O, 8.1463, 9.7523, 11.565
O, 9.205, 6.2848, 21.247
O, 8.9945, 7.7167, 12.8479
O, 1.6769, 0.1206, 11.8916
O, 6.6559, 6.1594, 17.0547
O, 7.3866, 7.8035, 15.0036
O, 1.1991, 10.2937, 21.2311
O, 10.0348, 8.2, 18.3388
O, 3.9597, 0.8549, 21.084
O, 0.222, 5.2402, 10.9188
O, 6.6295, 1.638, 9.6073
O, 4.7683, 8.7182, 14.6773

Results
free energy: -135250.520 eV
free energy less fixed offsets of B -154.04, O -568.88, Si -635.61 eV per atom: 3.240 eV

Forces (eV/angstrom), in the order of the atoms: element, x, y, z
Si, -0.002, 0.0058, 0.0211
Si, 0.0033, -0.002, 0.0215
Si, -0.0042, 0.0024, 0.0224
Si, 0.0033, -0.0034, 0.0225
Si, 0.0031, -0.0032, 0.0206
Si, -0.0037, 0.0021, 0.0183
Si, 0.0008, -0.0033, 0.0221
Si, -0.0033, 0.0016, 0.0211
Si, -0.0015, 0.0029, -0.0038
Si, 0.0038, -0.0016, -0.0023
Si, -0.0001, 0.001, -0.0041
Si, 0.0025, -0.0016, -0.0031
Si, 0.0002, 0.0002, -0.0033
Si, 0.0014, 0.0019, -0.0042
Si, 0.0002, 0.0002, -0.0051
Si, -0.0027, 0.0015, -0.0013
Si, -0.0008, 0, -0.0085
Si, -0.004, 0.0005, 0.011
Si, 0.0001, 0.0011, 0.0084
Si, 0.0006, -0.0024, -0.0073
Si, -0.0005, 0.0009, 0.0026
Si, 0.0006, -0.0016, -0.0077
Si, 0.0002, -0.0022, -0.0071
Si, -0.0024, -0.0013, 0.0065
Si, 0.0031, 0.0006, 0.0075
Si, -0.0015, -0.0016, -0.0164
Si, -0.0015, -0.0068, -0.0107
Si, 0.0005, -0.0015, 0.0077
Si, -0.0009, 0.0013, -0.0068
Si, -0.0001, 0.0046, 0.0064
Si, -0.0037, 0.0008, 0.0079
Si, 0.014, 0.0016, -0.0175
Si, 0.0045, -0.0031, 0.0019
Si, -0.008, 0.0089, 0.0013
Si, -0.0012, -0.0017, 0.001
Si, -0.0053, 0.0019, -0.0011
Si, -0.0027, 0.0032, -0.0005
Si, 0.0037, -0.0014, 0.0014
Si, -0.0017, 0.001, -0.0024
Si, 0.0007, -0.0037, 0.003
Si, 0.0004, -0.0007, 0.0025
Si, 0.003, 0.0003, -0.001
Si, -0.0011, -0.0007, -0.0014
Si, 0.0058, -0.0009, 0.0048
Si, -0.0023, 0.0017, -0.002
Si, 0.0015, 0.0028, 0.0029
Si, 0.0027, -0.0051, 0.0062
Si, -0.0021, 0.0007, -0.0009
Si, -0.0039, 0.0064, -0.0017
Si, 0.0008, 0.0002, -0.0002
Si, -0.0015, -0.0009, 0.0003
Si, -0.0018, 0.0008, -0.0011
Si, 0.0011, -0.0003, -0.0023
Si, -0.0091, 0.0004, -0.0026
Si, 0.0011, -0.0004, -0.0023
Si, -0.0008, -0.002, -0.0002
Si, 0.0042, -0.0057, -0.0045
Si, 0.0104, 0.0071, -0.0067
Si, -0.0065, 0.0001, -0.0112
Si, 0.0056, -0.0027, 0.0001
Si, 0.0057, 0.0074, -0.0025
Si, 0.0097, -0.0048, -0.0073
Si, 0.0062, -0.0072, -0.0017
Si, -0.0058, -0.0088, -0.0078
Si, -0.0305, -0.0139, -0.0044
Si, -0.0059, -0.0031, -0.0107
Si, -0.0049, -0.005, 0.0019
Si, 0.0076, 0.0174, -0.0115
Si, -0.0024, -0.0073, -0.0033
Si, -0.0072, 0.0024, -0.0114
Si, -0.0018, -0.0066, -0.0115
Si, -0.0591, -0.0187, -0.0438
Si, 0.0016, -0.0033, -0.0031
Si, -0.0025, -0.0023, 0.0308
Si, 0.0027, -0.0009, 0.0177
Si, -0.0055, -0.0001, -0.0052
Si, 0.0096, 0.0088, 0.01
Si, 0.012, 0.0033, -0.0023
Si, -0.0067, 0.0081, 0.0043
B, 0.1213, -0.0033, 0.1184
Si, 0.0031, 0.0066, 0.0083
Si, 0.0012, -0.0101, -0.0236
Si, 0.0048, 0.0063, 0.0171
Si, -0.0024, 0.0006, -0.003
Si, -0.0006, 0.0006, -0.0058
Si, -0.0083, -0.0025, 0.0122
Si, -0.0829, 0.0429, -0.0323
Si, 0.0038, 0.0019, 0.0192
Si, -0.0026, -0.0069, -0.0363
Si, 0.0068, 0.0039, -0.0203
Si, -0.0033, -0.0038, -0.0198
Si, 0.0069, 0.0067, -0.0279
Si, -0.0012, -0.0024, -0.0157
Si, -0.01, 0.0334, 0.0057
Si, 0.0194, -0.0167, 0.0074
Si, 0.0179, -0.0445, -0.0203
O, 0.0035, -0.0188, -0.013
O, 0.001, -0.0014, 0.0118
O, 0.0007, -0.0013, -0.0096
O, 0.0024, -0.0006, -0.0059
O, 0.0076, 0.005, 0.0011
O, -0.005, -0.0009, 0.0046
O, 0.0002, -0.0006, -0.0075
O, 0, 0.0011, -0.0076
O, -0.0203, 0.0068, 0.0173
O, -0.0008, 0.0171, 0.0156
O, 0.0376, -0.0235, 0.033
O, 0.0319, -0.0521, 0.0568
O, 0.0034, -0.0116, 0.0179
O, 0.0138, 0.0013, 0.0294
O, -0.0032, 0.0027, 0.0414
O, -0.0086, 0.0108, 0.0288
O, -0.0113, 0.0095, -0.02
O, -0.0088, 0.01, -0.0187
O, -0.0078, 0.0096, -0.0191
O, 0.0071, -0.0088, -0.0159
O, 0.0107, -0.0085, -0.0187
O, -0.0103, 0.0086, -0.0181
O, 0.0105, -0.0076, -0.0181
O, 0.0064, -0.009, -0.0185
Si, -0.0012, 0.0013, 0.0254
Si, -0.0005, 0.0009, -0.0129
Si, 0.0024, -0.0005, -0.009
Si, 0.0029, -0.0039, 0.0235
Si, -0.0026, 0.0073, -0.0158
Si, -0.0007, -0.0009, -0.0046
Si, 0.0013, -0.0028, -0.0107
Si, -0.0033, 0.0047, 0.0158
Si, -0.0199, 0.0354, -0.0315
Si, -0.0014, -0.0015, 0.0015
Si, -0.0026, -0.0009, -0.0017
Si, -0.0007, 0.0011, 0.0088
Si, -0.0068, -0.0103, -0.0249
Si, 0.0053, -0.0055, 0.0132
Si, -0.0004, 0.0065, -0.0375
Si, 0.0025, 0.0026, 0.0027
Si, -0.0035, 0.0038, -0.0171
Si, 0.0001, -0.0014, 0.0217
Si, -0.0362, 0.0193, -0.05
Si, -0.0012, 0.0018, -0.0009
Si, 0.0002, 0.0017, -0.0054
Si, 0.002, -0.0009, -0.011
Si, -0.0019, 0.0031, 0.0006
Si, 0.0062, 0.003, -0.0297
Si, 0.0001, 0.0015, -0.0154
Si, 0.0014, -0.0011, 0.0008
Si, -0.0026, 0.0014, 0.0161
Si, -0.0003, -0.0044, -0.0131
Si, 0.0011, 0.0069, -0.0124
Si, 0.0012, -0.0009, 0.0002
Si, -0.0004, 0.0034, -0.0084
Si, -0.0021, 0.0011, -0.0093
Si, 0.0042, -0.005, -0.0157
Si, 0.0002, 0.0007, -0.0093
Si, -0.0021, 0.0014, -0.0084
Si, 0.0001, 0.0007, 0.0213
Si, 0.0008, -0.0017, 0.006
O, -0.0032, -0.0106, 0.0088
O, 0.0001, 0.0002, 0.0017
O, -0.003, -0.0023, 0.0076
O, 0.0024, -0.001, 0.0089
O, 0.001, 0.0009, -0.0007
O, 0.004, -0.0008, 0.0047
O, -0.0001, 0.0011, -0.0008
O, -0.0017, -0.0004, -0.0026
O, 0.0004, 0.0001, -0.005
O, -0.0004, -0.0007, 0.001
O, 0.0021, -0.0025, 0.0035
O, 0.0038, -0.0036, -0.0027
O, 0.0015, 0.0035, 0.0047
O, -0.0017, 0.0018, -0.0024
O, -0.0003, -0.0005, 0.0024
O, -0.0018, 0.001, -0.0096
O, 0.0008, 0, 0.0011
O, 0.0005, 0.0008, 0.0018
O, -0.0001, -0.0003, 0.0018
O, -0.0004, -0.0005, -0.0059
O, 0.0025, -0.0007, 0.006
O, 0.0023, 0.0015, -0.0029
O, -0.0045, -0.0015, -0.004
O, 0.0016, 0.001, 0.0086
O, 0.0006, 0.0012, -0.0061
O, 0.0002, 0.0004, 0.0014
O, 0.0035, -0.0042, -0.0054
O, -0.0005, 0.0004, -0.0016
O, -0.003, 0.0011, 0.0046
O, 0.0002, 0.0005, 0.0001
O, -0.0001, -0.0018, 0.0077
O, 0.0002, -0.0005, -0.0001
O, 0.0005, 0.0003, 0.0041
O, -0.009, 0.0209, 0.0048
O, -0.0034, 0.0004, 0.0077
O, 0, -0.0008, 0
O, 0.0017, 0.0007, 0.0032
O, -0.0017, -0.0029, 0.0062
O, -0.0006, -0.0028, 0.0034
O, 0.0006, -0.0002, 0.0025
O, -0.0093, -0.0002, -0.0038
O, -0.0041, 0.0133, 0.0104
O, 0.0002, -0.0031, 0.0094
O, 0.0009, 0, 0.0009
O, 0.0005, -0.0015, 0.0021
O, -0.0004, -0.0008, 0.0021
O, 0.0037, -0.0018, 0.0067
O, 0.0006, 0.0009, 0.0026
O, -0.003, 0.0019, 0.0063
O, 0.0021, 0.0033, -0.0044
O, 0.007, 0.0037, -0.0114
O, 0.0055, -0.0004, 0.0214
O, 0, -0.0008, 0.0014
O, 0.0006, 0.0004, 0.0022
O, 0.0083, -0.0012, 0.0098
O, -0.0042, -0.007, -0.011
O, -0.0022, -0.0036, 0.0051
O, -0.0011, 0.0027, 0.0035
O, -0.0012, 0, -0.0008
O, -0.0013, 0.0017, 0.0038
O, -0.0001, 0.0092, -0.0162
O, 0.0005, -0.0008, -0.0005
O, -0.0027, -0.0056, -0.0186
O, 0.0062, 0.0003, 0.003
O, -0.0036, -0.0002, 0.0063
O, 0.0025, 0.0008, 0.0035

The program warned: the cutoff lies below the one the program advises for these potential files; the forces do not sum to zero within the program's tolerance; the exchange-correlation potential is rough where the density is thin.
